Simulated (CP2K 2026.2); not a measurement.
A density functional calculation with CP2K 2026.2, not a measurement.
Periodic cell of 506 atoms, Si360O144H2, from a study of silicon, its oxide and their interface. The atomic structure is a simulated model.
Doubt: the forces sum to 2.54 eV/angstrom along one axis rather than to zero, so they err by at least 0.0050 eV/angstrom per atom on average; the grid cutoff is modest.

Settings: functional PBE; method Gaussian and plane waves; basis set DZVP-MOLOPT-SR-GTH; pseudopotentials GTH-PBE; grid cutoff 350 Ry, relative cutoff 50 Ry; k points Gamma only; occupations fixed; spin none; net charge 0.

Cell vectors (angstrom)
a	16.3201	0	0
b	0.0001	16.32	0
c	3.8877	-4.8149	35.0653

Atoms and the computed forces on them: element, x, y, z (angstrom), force x, y, z (eV/angstrom)
Si	1.174	15.327	0.179	-0.14	-0.034	-0.027
Si	3.891	1.406	0.05	0.071	0.064	0.028
Si	5.561	-1.2	35.007	-0.013	0.144	-0.114
Si	7.843	2.151	35.001	0.008	-0.06	-0.381
Si	1.719	9.226	0.037	-0.055	0.204	-0.312
Si	4.397	12.035	0.199	0.183	-0.133	-0.183
Si	7.121	14.76	0.115	0.125	-0.056	-0.16
Si	9.368	1.652	0.274	0.099	-0.106	-0.143
Si	11.061	-0.987	34.995	-0.034	-0.104	-0.372
Si	9.846	6.596	0.115	0.111	-0.027	-0.17
Si	6.558	9.882	0.305	0.09	0.006	-0.153
Si	9.278	12.54	0.2	0.065	-0.056	-0.16
Si	12.398	14.74	0.035	0.007	0.069	-0.065
Si	15.256	1.114	0.113	-0.08	-0.091	-0.105
Si	11.937	4.356	0.221	0	0.028	-0.14
Si	18.64	2.3	34.955	0.057	-0.025	-0.235
Si	12.527	9.306	0.082	-0.142	0.015	-0.112
Si	18.559	7.707	34.94	0.116	-0.034	-0.068
Si	2.716	0.079	1.574	-0.041	-0.097	-0.23
Si	5.513	2.696	1.266	-0.062	-0.012	-0.221
Si	2.761	5.365	1.237	-0.062	-0.111	-0.205
Si	5.443	8.124	1.394	0.01	0.182	-0.117
Si	2.763	10.861	1.41	-0.007	-0.063	-0.195
Si	5.534	13.637	1.482	-0.003	-0.021	-0.17
Si	8.219	0.005	1.506	-0.005	0.094	-0.236
Si	10.842	2.846	1.635	0.002	-0.024	-0.257
Si	8.206	5.425	1.361	0.104	0.088	-0.129
Si	10.976	8.162	1.465	-0.02	0.056	-0.223
Si	8.152	11.001	1.599	-0.025	-0.012	-0.29
Si	10.896	13.65	1.495	-0.02	-0.058	-0.223
Si	13.599	-0.007	1.392	0.056	-0.031	-0.242
Si	16.405	2.688	1.426	-0.005	-0.071	-0.183
Si	13.665	5.519	1.326	-0.106	0.029	-0.175
Si	16.359	8.161	1.318	0.031	-0.054	-0.153
Si	13.682	10.914	1.35	-0.06	0.026	-0.169
Si	16.291	13.62	1.316	-0.044	0.077	-0.326
Si	1.378	1.416	2.906	0.06	0.06	0.276
Si	4.16	4.093	2.686	0.025	-0.073	-0.067
Si	1.367	6.727	2.675	0.123	0.012	-0.036
Si	4.095	9.489	2.806	-0.058	-0.072	0.124
Si	1.365	12.262	2.704	0.007	0.051	-0.012
Si	4.11	14.974	2.805	0.02	-0.025	0.1
Si	6.786	1.364	2.785	0.033	0.021	0.031
Si	9.476	4.174	2.92	-0.072	-0.044	0.232
Si	6.849	6.799	2.731	0.003	0.011	0.028
Si	9.565	9.541	2.796	0.039	-0.046	0.004
Si	6.828	12.33	2.956	0.036	0.109	0.215
Si	9.604	15.032	2.886	0.035	-0.012	0.065
Si	12.289	1.407	2.797	0.063	-0.078	-0.028
Si	15.013	4.12	2.698	-0.017	-0.013	0.003
Si	12.344	6.826	2.825	0.037	0.037	0.129
Si	15.07	9.575	2.732	-0.03	0.017	0.042
Si	12.27	12.214	2.779	0.017	-0.002	0.015
Si	14.965	14.949	2.8	-0.074	-0.011	-0.049
Si	16.327	0.002	4.2	-0.008	-0.018	-0.073
Si	2.805	2.789	4.17	-0.084	-0.031	-0.052
Si	16.355	5.437	4.127	0.035	0.021	0.003
Si	2.708	8.105	4.126	0.047	0.116	-0.099
Si	16.387	10.916	4.145	-0.029	-0.048	0.025
Si	2.727	13.596	4.128	0.034	0.013	0.014
Si	5.453	0.017	4.193	-0.008	0.058	-0.034
Si	8.135	2.726	4.207	0.021	0.079	-0.054
Si	5.483	5.452	4.119	-0.011	-0.046	-0.017
Si	8.191	8.166	4.135	0.04	-0.01	0.019
Si	5.444	10.878	4.208	0.029	0.008	-0.067
Si	8.237	13.676	4.266	-0.094	-0.046	-0.039
Si	10.962	0.069	4.223	-0.058	-0.034	0.02
Si	13.671	2.77	4.126	-0.027	-0.037	0.011
Si	10.934	5.5	4.215	-0.001	0.02	-0.063
Si	13.701	8.227	4.155	-0.072	-0.085	-0.09
Si	10.924	10.88	4.184	0.029	0.016	-0.008
Si	13.613	13.582	4.183	0.083	0.069	-0.11
Si	17.714	-1.317	16.53	-0.028	0.025	0.032
Si	4.122	1.397	16.537	-0.025	-0.003	0.051
Si	17.741	4.103	16.556	-0.026	-0.036	0.044
Si	4.126	6.789	16.53	0.057	0.004	0.022
Si	17.715	9.536	16.506	0.022	-0.016	-0.002
Si	4.122	12.277	16.507	-0.032	0.02	-0.011
Si	6.831	-1.32	16.517	-0.038	-0.019	0.013
Si	9.549	1.39	16.559	0.002	-0.018	0.035
Si	6.84	4.102	16.557	0.026	0.014	0.068
Si	9.567	6.819	16.547	-0.014	0.024	0.035
Si	6.878	9.547	16.513	0.003	-0.043	0.005
Si	9.569	12.248	16.524	0.044	-0.021	0.019
Si	12.29	-1.313	16.55	-0.043	-0.01	0.046
Si	14.988	1.356	16.556	0.045	0.032	0.046
Si	12.269	4.096	16.561	-0.013	0.012	0.037
Si	15.004	6.814	16.545	-0.017	-0.001	0.01
Si	12.287	9.556	16.536	0.001	0.015	0.039
Si	15.002	12.289	16.523	-0.007	0.001	0.052
Si	2.778	0.019	17.901	-0.026	0.06	0.07
Si	5.441	2.777	17.942	0.035	-0.083	0.002
Si	2.792	5.44	17.96	-0.027	0.033	-0.009
Si	5.52	8.161	17.84	0.016	-0.023	0.036
Si	2.717	10.946	17.846	0.063	-0.026	0.096
Si	5.511	13.599	17.885	-0.005	0.057	0.016
Si	8.12	0.077	17.913	0.077	-0.026	0.075
Si	10.927	2.719	17.956	-0.046	0.029	-0.021
Si	8.243	5.425	17.933	-0.08	0.045	0.079
Si	10.894	8.228	17.909	0.047	-0.102	-0.018
Si	8.236	10.882	17.923	-0.015	0.026	-0.006
Si	10.926	13.617	17.88	0.012	-0.015	0.051
Si	13.623	0.034	17.984	-0.009	-0.034	-0.021
Si	16.381	2.708	17.897	-0.06	0.012	0.086
Si	13.63	5.466	17.921	0.058	-0.024	0.074
Si	16.396	8.16	17.903	-0.002	0.079	-0.016
Si	13.672	10.911	17.9	-0.053	0.045	0.066
Si	16.323	13.683	17.909	0.035	-0.043	-0.005
Si	17.766	1.39	19.308	0.049	-0.02	-0.064
Si	4.138	4.113	19.4	-0.004	0.004	0.074
Si	17.731	6.793	19.302	-0.032	-0.003	0.013
Si	4.119	9.543	19.115	-0.121	0.027	-0.154
Si	17.684	12.324	19.252	0.021	-0.052	-0.062
Si	4.151	-1.362	19.241	0.005	-0.015	-0.109
Si	6.757	1.439	19.357	0.051	0.003	-0.036
Si	9.56	4.031	19.36	-0.054	-0.018	0.016
Si	6.891	6.837	19.261	0.074	0.044	-0.059
Si	9.594	9.576	19.363	0.036	0.021	0.068
Si	6.851	12.218	19.271	0.001	0.013	-0.069
Si	9.48	-1.362	19.182	-0.074	0.002	-0.235
Si	12.258	1.38	19.384	0.022	0.043	-0.023
Si	14.989	4.04	19.263	-0.032	-0.066	-0.107
Si	12.251	6.87	19.254	-0.027	0.058	-0.149
Si	15.071	9.558	19.256	0.03	0.002	-0.041
Si	12.324	12.293	19.283	0.014	-0.012	0.012
Si	14.992	-1.313	19.366	0.001	-0.001	-0.005
Si	16.411	0.034	20.693	0.05	0.056	0.178
Si	2.769	2.731	20.789	-0.13	-0.008	0.165
Si	16.371	5.362	20.62	-0.009	0.029	0.287
Si	2.794	8.251	20.535	0.115	0.05	0.358
Si	16.364	10.977	20.668	0.122	-0.042	0.288
Si	2.806	-2.713	20.598	-0.031	0.083	0.156
Si	5.407	0.001	20.684	-0.068	-0.081	0.24
Si	8.109	2.755	20.819	0.024	0.013	0.176
Si	5.544	5.541	20.693	-0.013	0.108	0.2
Si	8.236	8.176	20.708	-0.01	-0.052	0.305
Si	5.452	10.814	20.536	0.133	-0.014	0.135
Si	8.179	-2.708	20.615	0.055	-0.082	0.18
Si	10.783	-0.043	20.571	0.044	-0.064	0.152
Si	13.668	2.73	20.768	0.042	0.058	0.246
Si	10.962	5.457	20.628	-0.038	0.003	0.186
Si	13.663	8.225	20.567	0.019	0.029	0.212
Si	10.989	10.971	20.718	0.043	-0.016	0.293
Si	13.654	-2.691	20.756	-0.131	0.003	0.211
Si	17.978	-1.185	21.985	0.042	-0.134	0.1
Si	3.823	1.063	22.114	0.076	0.011	0.288
Si	17.487	3.874	22.138	-0.092	-0.008	-0.072
Si	4.366	7.176	21.927	-0.022	0.028	-0.06
Si	18.021	9.834	21.912	-0.239	-0.118	-0.021
Si	3.939	11.973	21.869	-0.221	-0.031	0.025
Si	6.899	-1.282	21.98	0.043	0.182	0.094
Si	9.129	0.914	21.942	0.03	0.231	0.421
Si	7.102	4.533	22.165	0.001	-0.165	0.143
Si	9.474	6.604	22.031	0.007	0.028	0.039
Si	6.572	9.315	21.97	-0.057	-0.048	0.045
Si	9.794	12.59	22.007	0.1	0.012	0.023
Si	11.952	-1.53	21.948	-0.052	0.008	-0.015
Si	15.32	1.601	22.092	0.08	0.056	-0.011
Si	12.544	4.416	22.033	0.016	-0.04	0.215
Si	14.766	6.572	21.817	0.052	0.036	0.174
Si	12.671	9.836	21.996	-0.037	-0.065	0.013
Si	14.853	12.094	22.161	-0.076	-0.076	-0.016
Si	18.083	1.072	29.504	0.018	-0.028	-0.069
Si	16.585	-2.779	24.425	0.038	0.028	0.248
Si	10.794	8.505	24.046	0.143	-0.177	0.197
Si	15.368	6.451	30.087	-0.021	0.015	-0.409
Si	12.38	3.805	33.141	-0.251	-0.121	-0.152
Si	17.193	-2.4	33.104	0.051	0.176	-0.09
Si	11.131	7.669	27.046	0.073	-0.216	0.486
Si	5.743	-2.359	24.826	-0.163	0.148	0.588
Si	15.891	1.871	27.773	-0.001	0.076	0.116
Si	16.556	8.016	24.055	-0.154	0.107	0.016
Si	8.245	7.595	28.474	-0.052	-0.049	0.038
Si	8.003	1.02	32.015	-0.134	0.139	-0.416
Si	6.396	8.636	33.252	0.029	0.036	-0.264
Si	9.376	11.354	32.851	0.058	0.128	-0.325
Si	18.792	5.89	24.214	0.144	-0.019	0.154
Si	11.813	4.665	27.315	-0.073	-0.098	0.208
Si	17.554	-1.789	30.253	-0.051	-0.004	-0.471
Si	19.743	1.963	31.949	-0.097	0.11	-0.428
Si	12.091	2.214	30.806	-0.049	0.009	-0.398
Si	11.832	3.101	24.817	-0.095	0.144	0.497
Si	7.293	3.543	30.286	0.073	0.127	-0.129
Si	13.362	0.356	24.152	-0.024	-0.073	0.103
Si	10.799	-0.235	31.871	0.124	-0.03	-0.476
Si	13.608	8.802	28.682	0.127	0.014	-0.018
Si	3.533	5.435	27.153	-0.003	-0.108	0.351
Si	5.443	-2.051	29.438	0.138	-0.013	-0.23
Si	5	4.695	32.013	0.247	-0.231	-0.446
Si	7.248	11.825	26.385	-0.087	0.175	0.525
Si	13.381	11.53	30.245	-0.073	0.018	-0.344
Si	15.265	-2.809	28.603	-0.027	-0.018	0.104
Si	15.978	9.124	26.744	-0.063	0.024	0.431
Si	3.541	9.36	29.891	0.036	0.09	-0.269
Si	10.655	-3.128	30.685	0.121	0.025	-0.41
Si	3.873	7.353	32.363	0.001	0.094	-0.555
Si	8.504	0.486	27.392	-0.055	-0.1	0.188
Si	8.419	-2.463	28.533	-0.083	0.165	0.044
Si	9.241	1.753	24.848	-0.055	-0.072	0.427
Si	17.818	7.459	28.561	0.004	-0.012	0.064
Si	19.447	12.255	29.151	0.017	0.034	-0.134
Si	9.831	3.018	28.879	0.074	-0.002	0.085
Si	4.274	1.786	25.168	-0.16	-0.121	0.354
Si	14.914	-0.852	26.382	0.083	0.025	0.543
Si	14.035	3.763	29.198	-0.036	-0.022	-0.104
Si	18.593	2.654	27.079	-0.066	-0.011	0.151
Si	6.313	9.82	28.426	-0.058	0.057	-0.063
Si	5.677	-0.268	26.951	0.045	0.054	0.276
Si	14.58	5.954	33.008	0.046	0.052	-0.134
Si	17.469	11.931	26.851	0.029	0.038	0.493
Si	15.001	11.768	32.995	-0.206	-0.018	-0.193
Si	7.884	9.437	30.787	0.127	0.027	-0.503
Si	6.591	5.002	27.773	-0.074	0.021	0.149
Si	5.334	-0.465	32.077	0.087	-0.041	-0.439
Si	8.487	10.66	24.008	-0.161	0.108	0.264
Si	6.68	3.597	25.085	0.261	0.01	0.444
Si	1.396	14.961	5.539	-0.027	0.016	-0.022
Si	4.111	1.396	5.559	0.011	-0.022	-0.023
Si	1.409	4.116	5.533	0.028	0.02	-0.032
Si	4.109	6.798	5.512	-0.005	-0.005	-0.068
Si	1.398	9.517	5.517	0.001	-0.011	-0.066
Si	4.079	12.255	5.545	-0.018	-0.05	-0.013
Si	6.83	15.013	5.589	0.06	0.019	0.008
Si	9.551	1.402	5.567	0.015	0.004	-0.021
Si	6.804	4.108	5.561	-0.022	-0.04	-0.041
Si	9.554	6.85	5.558	0.053	0.019	0
Si	6.839	9.518	5.539	-0.018	0.038	-0.005
Si	9.581	12.253	5.575	-0.007	0.023	-0.006
Si	12.289	14.977	5.568	0.002	-0.009	-0.033
Si	14.987	1.398	5.543	0.025	-0.017	-0.011
Si	12.3	4.102	5.535	-0.044	0.006	-0.012
Si	15.026	6.825	5.521	0.002	0.025	-0.045
Si	12.305	9.539	5.548	0.001	0.004	-0.031
Si	15.008	12.246	5.544	-0.024	0.011	-0.063
Si	2.747	0.019	6.914	-0.003	0.011	-0.014
Si	5.464	2.747	6.941	-0.002	0.02	0.025
Si	2.758	5.466	6.917	-0.02	0.007	0.022
Si	5.466	8.162	6.901	0.019	0.015	0
Si	2.741	10.879	6.914	0.038	0.017	0.007
Si	5.457	13.619	6.917	0.009	0.007	-0.015
Si	8.201	0.042	6.95	-0.033	-0.002	0.004
Si	10.926	2.76	6.922	-0.003	-0.011	-0.012
Si	8.19	5.47	6.914	0.021	-0.013	0.003
Si	10.93	8.194	6.926	-0.031	-0.001	-0.001
Si	8.196	10.889	6.92	0.016	-0.011	-0.017
Si	10.931	13.621	6.943	-0.003	-0.008	0.003
Si	13.642	0.031	6.928	-0.012	0.004	0.002
Si	16.367	2.75	6.906	0.014	-0.041	0
Si	13.656	5.471	6.902	-0.014	-0.003	0
Si	16.367	8.178	6.912	-0.006	0.005	0.015
Si	13.653	10.898	6.927	-0.007	-0.002	0.017
Si	16.358	13.611	6.92	0.019	-0.001	0.01
Si	1.393	1.384	8.288	-0.007	-0.009	0.003
Si	4.105	4.109	8.303	-0.016	-0.041	0.001
Si	1.404	6.826	8.293	0.036	0.031	0
Si	4.117	9.531	8.284	-0.004	0.015	-0.004
Si	1.394	12.248	8.294	-0.026	-0.015	-0.001
Si	4.109	14.984	8.294	0.014	-0.006	-0.002
Si	6.835	1.398	8.312	0.04	0.018	0.005
Si	9.56	4.116	8.29	0.017	0.001	0.001
Si	6.831	6.821	8.292	-0.006	-0.006	-0.007
Si	9.564	9.545	8.299	0.018	0.022	0.009
Si	6.83	12.258	8.284	-0.006	-0.007	0.003
Si	9.561	14.985	8.304	-0.02	-0.016	0.01
Si	12.277	1.39	8.296	-0.025	-0.03	0.006
Si	15.008	4.11	8.284	0	0.014	-0.003
Si	12.291	6.822	8.287	-0.017	-0.005	-0.001
Si	15.009	9.532	8.295	-0.022	-0.02	0.001
Si	12.295	12.259	8.304	0.009	0.028	0.003
Si	15.004	14.984	8.292	0.014	0.021	-0.003
Si	16.357	0.027	9.667	0.001	-0.013	0.005
Si	2.75	2.742	9.668	0.012	0.013	0.003
Si	16.364	5.466	9.667	-0.001	-0.006	-0.006
Si	2.762	8.181	9.671	-0.009	-0.007	-0.004
Si	16.36	10.894	9.674	0.007	0.015	-0.001
Si	2.754	13.616	9.665	0.008	0.005	0.003
Si	5.474	0.023	9.668	0	-0.007	0.002
Si	8.206	2.755	9.672	-0.018	-0.013	0.005
Si	5.476	5.463	9.671	0.007	0.003	-0.002
Si	8.2	8.18	9.664	0.009	0.006	0.004
Si	5.476	10.895	9.66	0.012	0.001	-0.001
Si	8.193	13.619	9.663	0.008	0.01	0.001
Si	10.921	0.029	9.672	0.008	0.008	0.006
Si	13.643	2.752	9.662	0	-0.008	0
Si	10.927	5.467	9.664	-0.009	0.003	0.006
Si	13.646	8.177	9.669	0.004	0.015	-0.004
Si	10.925	10.904	9.672	-0.021	-0.003	0.007
Si	13.648	13.628	9.672	-0.012	-0.009	-0.002
Si	1.397	-1.336	11.037	-0.005	0.004	-0.005
Si	4.115	1.385	11.039	-0.001	-0.002	-0.004
Si	1.396	4.103	11.045	-0.005	-0.007	0.001
Si	4.12	6.822	11.046	0.003	0.008	-0.002
Si	1.403	9.539	11.049	0.005	0.004	0.002
Si	4.12	12.259	11.039	0.001	-0.001	-0.002
Si	6.839	-1.335	11.04	-0.008	-0.007	0.005
Si	9.562	1.39	11.046	-0.002	-0.009	0.008
Si	6.842	4.108	11.043	0.011	0.003	0.002
Si	9.564	6.822	11.038	0.002	0	-0.005
Si	6.842	9.542	11.039	0.002	0.003	-0.005
Si	9.56	12.266	11.04	0.007	-0.001	0.005
Si	12.282	-1.331	11.041	-0.005	-0.001	0.005
Si	14.997	1.389	11.04	-0.005	0	-0.001
Si	12.284	4.106	11.044	-0.006	-0.003	-0.001
Si	15.003	6.818	11.048	-0.002	0.001	0.002
Si	12.286	9.54	11.041	-0.008	0	-0.003
Si	15.003	12.261	11.043	0.009	-0.002	-0.001
Si	2.75	0.031	12.41	0.019	-0.024	0.001
Si	5.483	2.741	12.409	-0.008	0.001	0
Si	2.761	5.459	12.417	0.004	0.006	-0.005
Si	5.486	8.18	12.415	-0.008	0.001	-0.007
Si	2.765	10.9	12.421	-0.01	0.013	-0.003
Si	5.477	13.626	12.413	0.018	-0.003	-0.003
Si	8.202	0.025	12.416	-0.004	0.01	0.003
Si	10.921	2.749	12.422	0.011	-0.011	0
Si	8.205	5.463	12.414	-0.002	-0.005	0.005
Si	10.931	8.175	12.412	-0.018	0.018	-0.006
Si	8.204	10.902	12.414	0.001	0.001	0
Si	10.92	13.63	12.412	-0.003	0.007	-0.004
Si	13.635	0.033	12.418	-0.001	-0.008	-0.001
Si	16.354	2.747	12.42	0.005	0.001	0
Si	13.646	5.457	12.427	-0.001	0.015	0.002
Si	16.36	8.18	12.423	0.01	0	-0.008
Si	13.639	10.906	12.415	0.001	-0.007	-0.001
Si	16.36	13.625	12.412	-0.01	-0.005	-0.002
Si	17.715	1.39	13.791	-0.016	0.017	0.004
Si	4.125	4.096	13.785	0.014	-0.006	-0.001
Si	17.721	6.815	13.793	-0.004	-0.001	-0.006
Si	4.13	9.536	13.792	0.025	-0.025	-0.008
Si	17.721	12.268	13.786	0.019	-0.013	0
Si	4.114	-1.325	13.778	-0.043	0.032	-0.008
Si	6.844	1.39	13.789	0.014	-0.031	0.002
Si	9.56	4.107	13.798	-0.03	0.024	0
Si	6.845	6.818	13.787	0.006	0.028	0
Si	9.572	9.536	13.779	0.027	-0.018	0.002
Si	6.846	12.27	13.784	-0.025	0	-0.001
Si	9.565	-1.331	13.792	0.018	-0.027	-0.003
Si	12.276	1.389	13.801	-0.007	0.006	0.004
Si	15	4.095	13.81	0	-0.009	0.003
Si	12.285	6.819	13.797	0.011	-0.011	-0.007
Si	14.994	9.543	13.79	-0.011	0.031	-0.004
Si	12.283	12.275	13.784	-0.022	0.001	0.003
Si	14.999	-1.331	13.78	0.014	-0.009	-0.003
Si	16.35	0.028	15.158	-0.011	-0.031	-0.021
Si	2.761	2.747	15.164	0	-0.012	-0.024
Si	16.369	5.455	15.177	0.015	0.032	0.012
Si	2.771	8.167	15.16	-0.007	0.04	0.006
Si	16.353	10.911	15.153	0.001	-0.022	-0.007
Si	2.754	13.641	15.152	0.035	-0.013	0.001
Si	5.47	0.036	15.151	0.014	-0.027	-0.009
Si	8.199	2.748	15.175	0.013	0	-0.009
Si	5.491	5.447	15.158	-0.031	0.004	-0.015
Si	8.219	8.17	15.151	-0.03	-0.006	-0.01
Si	5.493	10.904	15.155	-0.003	0.009	0.002
Si	8.206	13.627	15.164	0.023	0.039	0.006
Si	10.913	0.033	15.178	-0.009	-0.006	0.005
Si	13.635	2.736	15.189	-0.001	0.004	0.002
Si	10.925	5.46	15.174	0.015	0.012	0.002
Si	13.643	8.18	15.172	-0.004	-0.008	0.007
Si	10.931	10.901	15.148	-0.02	0.004	-0.012
Si	13.636	13.644	15.16	0.008	-0.011	-0.017
O	2.659	-0.017	22.615	0.295	-0.172	-0.62
O	16.757	7.872	27.416	-0.221	-0.056	-0.024
O	14.765	0.765	23.414	-0.021	0.126	-0.114
O	9.16	0.493	25.891	0.094	0.227	-0.347
O	7.113	10.147	23.288	-0.179	0.091	-0.002
O	17.467	3.383	34.482	0.142	-0.015	0.385
O	5.067	-0.918	28.318	0.14	0.147	-0.1
O	8.012	-0.179	22.531	0.182	-0.008	-0.71
O	8.349	5.536	22.621	0.054	0.008	-0.566
O	13.682	5.528	22.536	0.03	-0.049	-0.637
O	12.167	8.401	28.057	-0.14	-0.128	-0.107
O	12.159	9.007	23.324	0.067	0.06	-0.103
O	12.494	-0.608	23.187	0.258	-0.146	0.115
O	6.779	3.353	34.612	-0.117	-0.155	0.425
O	12.077	8.799	34.603	0.048	0.013	0.694
O	8.558	8.161	29.992	0.024	0.066	0.134
O	4.8	-0.822	33.576	0.072	0.064	0.49
O	8.349	1.654	33.485	0.076	0.174	0.657
O	6.944	-0.209	32.166	0.125	-0.114	0.135
O	17.412	8.839	34.559	0.176	0.137	0.154
O	16.373	-1.418	34.084	-0.061	-0.096	0.177
O	4.554	0.864	31.583	-0.05	-0.11	0.211
O	5.305	2.947	25.645	-0.014	0.019	-0.316
O	5.032	4.891	33.627	-0.209	0.155	0.519
O	5.47	8.23	22.617	0.099	-0.198	-0.763
O	11.816	3.969	23.447	-0.128	0.198	-0.323
O	4.459	1.572	23.571	0.194	-0.011	-0.611
O	6.661	8.868	31.674	-0.261	-0.119	0.451
O	15.649	8.69	25.224	-0.174	-0.038	-0.55
O	18.263	-0.541	29.505	-0.099	-0.197	0.189
O	9.615	-3.107	29.427	0.274	-0.119	0.199
O	10.899	-2.636	22.629	0.085	-0.018	-0.617
O	11.484	3.253	31.899	0.06	0.215	0.359
O	13.91	7.09	33.946	-0.139	-0.113	0.08
O	11.916	-4.082	30.297	0.088	0.058	0.149
O	6.889	0.729	27.375	-0.146	0.269	-0.173
O	5.995	10.032	33.971	-0.074	0.036	-0.09
O	14.805	0.65	34.549	-0.148	-0.049	0.591
O	6.365	12.51	25.207	-0.036	0.004	-0.539
O	5.043	-1.613	30.952	-0.059	0.053	0.353
O	15.455	12.672	23.61	-0.082	-0.256	-0.091
O	11.66	6.171	26.767	-0.175	0.129	-0.39
O	13.753	10.936	22.643	-0.156	-0.183	-0.422
O	18.971	1.541	28.218	-0.088	0.162	0.042
O	7.178	4.588	26.296	-0.022	-0.072	-0.189
O	11.102	-1.608	31.044	-0.012	0.043	0.247
O	9.367	6.109	34.637	-0.099	0.278	0.546
O	19.287	1.797	33.506	-0.283	-0.297	0.552
O	15.105	4.88	29.699	0.122	-0.168	0.099
O	11.077	8.447	25.635	0.122	0.443	-0.48
O	6.228	-1.942	23.331	0.145	0.19	-0.471
O	13.589	2.72	30.385	-0.222	-0.168	0.263
O	14.595	2.807	28.002	-0.19	-0.158	-0.242
O	17.624	6.938	24.639	-0.093	-0.047	0.246
O	3.524	6.549	23.177	-0.075	-0.044	0.074
O	3.328	5.537	25.549	0.096	-0.159	-0.557
O	7.152	8.583	27.763	0.079	0.121	0.101
O	18.547	8.787	29.131	-0.117	0.065	-0.014
O	15.574	10.402	33.675	-0.18	0.074	0.397
O	9.807	1.359	23.381	0.299	0.186	-0.399
O	7.044	-2.362	29.409	-0.074	0.094	0.306
O	13.141	2.548	33.847	-0.11	0.106	0.149
O	14.091	-3.795	34.09	-0.16	-0.052	0.246
O	9.628	9.567	23.715	-0.216	0.173	-0.098
O	16.256	-3.614	32.565	0.285	-0.124	-0.242
O	18.115	4.579	23.501	-0.014	-0.02	-0.106
O	4.08	3.415	31.625	0.095	-0.107	-0.158
O	4.223	6.03	31.454	0.071	0.261	-0.017
O	3.669	8.601	31.322	-0.176	-0.016	0.565
O	19.302	3.994	27.639	-0.005	0.056	-0.149
O	3.946	11.55	34.549	-0.133	0.118	0.577
O	18.916	11.94	27.625	0.015	-0.113	-0.265
O	7.203	10.429	29.668	0.08	0.113	0.343
O	8.995	12.068	23.355	-0.252	0.08	0.12
O	9.39	0.446	31.364	0.012	0.155	-0.133
O	14.589	9.432	27.535	0.263	-0.012	-0.214
O	17.644	-1.496	31.836	0.032	0.225	0.624
O	16.939	6.735	29.726	0.044	-0.171	0.041
O	17.374	9.185	23.28	-0.011	0.275	0.016
O	10.349	4.124	27.803	-0.07	0.007	-0.186
O	18.955	7.147	33.409	-0.244	-0.125	0.522
O	9.022	1.792	28.199	-0.215	0.107	0.115
O	7.591	6.103	28.451	-0.088	0.042	0.273
O	6.504	4.546	31.335	0.008	-0.006	0.315
O	14.262	-3.921	29.195	0.227	-0.058	-0.202
O	10.28	7.092	23.404	-0.06	-0.108	-0.306
O	6.365	-1.358	25.962	0.117	-0.151	-0.095
O	12.786	4.623	28.616	-0.094	0.19	0.139
O	11.34	4.505	34.136	0.158	-0.211	-0.323
O	15.933	-1.676	25.425	0.026	-0.134	-0.099
O	10.503	10.652	33.781	0.081	0.089	0.063
O	6.186	10.998	27.319	-0.086	0.099	-0.083
O	8.895	3.806	29.98	0.052	-0.081	-0.119
O	15.766	5.191	33.809	0	0.151	0.177
O	10.316	2.853	25.357	-0.095	0.163	0.059
O	5.127	7.647	33.361	0.212	0.066	0.154
O	18.371	-3.13	29.897	-0.216	-0.008	0.027
O	6.539	3.731	28.827	-0.188	-0.123	0.001
O	15.506	7.283	23.083	-0.158	0.062	0.137
O	12.585	1.714	24.514	-0.044	0.054	-0.249
O	7.776	2.438	24.79	-0.204	0.069	-0.335
O	10.655	-0.407	33.486	0.092	-0.181	0.68
O	15.993	-1.963	29.792	-0.159	0.06	0.048
O	7.722	7.974	33.91	-0.072	0.208	0.083
O	14.09	11.459	31.696	0.067	-0.031	0.374
O	12.186	-2.141	34.584	-0.168	0.07	0.483
O	11.135	2.285	29.504	0.123	-0.029	0.157
O	17.568	12.584	25.351	0.114	0.086	-0.248
O	13.448	4.877	32.565	0.228	0.029	-0.282
O	4.598	-3.388	29.063	0.004	-0.164	0.15
O	2.81	10.91	22.512	0.13	0.225	-0.319
O	9.649	7.604	27.687	-0.069	-0.103	0.013
O	8.273	10.815	25.619	0.316	0.01	-0.254
O	5.095	5.622	27.571	-0.068	0.242	-0.082
O	16.381	2.749	22.707	-0.186	-0.057	-0.702
O	15.184	6.662	31.681	-0.174	0.127	0.471
O	12.521	3.844	26.095	-0.003	-0.177	-0.325
O	13.283	9.984	29.749	-0.083	0.044	0.257
O	13.596	-0.465	25.536	-0.101	0.271	-0.245
O	15.61	0.52	26.922	0.015	-0.057	-0.185
O	18.519	-2.988	33.83	0.127	0.062	0.212
O	16.516	1.468	29.235	-0.103	0.016	0.205
O	8.9	10.257	31.736	-0.056	0.026	0.387
O	4.528	0.48	26.103	-0.238	0.144	-0.155
O	6.368	4.276	23.637	-0.173	0.089	-0.513
O	8.231	-4.352	33.832	0.005	-0.013	0.264
O	12.066	0.713	31.43	0.117	-0.242	0.181
O	16.962	10.405	26.749	0.227	0.038	-0.093
O	9.968	-3.706	32.027	-0.174	-0.175	0.519
O	4.871	9.248	28.934	0.096	-0.091	-0.071
O	6.695	-2.313	34.491	0.044	0.128	0.266
O	19.571	10.943	30.105	0.042	-0.144	0.313
O	14.344	7.497	29.34	-0.032	-0.038	0.142
O	16.404	-3.542	27.723	0.243	-0.104	-0.414
O	16.973	2.796	26.97	0.054	0.052	-0.104
O	19.093	2.264	25.581	-0.14	0.062	-0.281
O	8.871	-0.956	28.072	0.291	0.002	-0.319
O	18.986	6.535	27.953	0.215	-0.026	0.223
O	17.493	-2.018	23.323	-0.004	0.072	-0.275
O	7.277	2.055	30.962	-0.18	-0.333	0.337
O	8.141	-3.442	27.261	-0.203	-0.142	-0.175
O	18.493	1.758	30.917	-0.132	0.186	0.217
O	14.442	-1.782	27.642	0.044	0.285	-0.335
H	4.59	12.49	23.078	0.119	0.08	0.001
O	4.124	-2.287	25.02	0.199	0.081	-0.127
H	3.559	-3.04	24.792	-0.039	-0.034	0.058

Results
total energy: -101690.904 eV
total energy less fixed offsets of H -15.91, O -438.35, Si -107.03 eV per atom: -5.884 eV
